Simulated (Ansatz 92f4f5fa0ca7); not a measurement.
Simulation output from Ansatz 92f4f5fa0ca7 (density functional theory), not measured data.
Periodic cell of 226 atoms, Si133O92B1, from a study of silicon, its oxide and their interface. The atomic structure is a simulated model.
Doubt: the cutoff is far below the 930 eV that the study's wrapper takes by default for these files, so forces and energies are approximate.
This geometry differs little from another in the collection (a relaxation step or a small displacement).

Settings
functional: PBE
potential files: Ansatz PAW
basis: plane waves
wave-function cutoff: 580 eV
density cutoff ratio: 5
exchange-correlation grid ratio: 1
k mesh: 1 x 1 x 1, Gamma-centred
self-consistency stop: 5e-08 eV per atom in the density residual
occupations: fixed
spin: none
net charge: -1 e, with a uniform compensating background and no finite-size correction

Cell vectors (angstrom)
a, 10.938, 0, 0
b, 0, 10.938, 0
c, 0, 0, 31.9494

Atoms and the computed forces on them: element, x, y, z (angstrom), force x, y, z (eV/angstrom)
Si, 10.627, 0.0033, 24.4372, 0.0087, -0.0188, -0.0535
Si, 5.0732, 0.1265, 24.682, 0.0088, -0.0203, -0.0464
Si, 2.8179, 2.2925, 24.5477, -0.0177, 0.0071, -0.0502
Si, 8.5698, 2.4362, 24.5833, -0.0047, 0.0233, -0.0433
Si, 10.7013, 5.5846, 24.3562, 0.0159, -0.0171, -0.0498
Si, 5.156, 5.6152, 24.469, 0.022, -0.0117, -0.0466
Si, 2.9874, 7.952, 24.4255, -0.0102, 0.0206, -0.0538
Si, 8.4133, 7.8283, 24.4362, -0.0149, 0.0197, -0.0552
Si, 1.292, 1.1326, 25.8613, -0.0081, 0.0025, -0.0041
Si, 6.8142, 1.3295, 25.7569, -0.0044, 0.0002, 0.0085
Si, 3.9824, 4.0112, 25.7464, -0.0009, -0.0029, 0.0118
Si, 9.6845, 4.022, 25.8799, -0.0072, 0.0006, -0.0008
Si, 1.335, 6.7933, 25.685, -0.0016, -0.0004, 0.0125
Si, 6.8011, 6.7228, 25.7731, 0.0009, -0.0038, 0.004
Si, 4.0001, 9.468, 25.9765, 0.0054, -0.0048, -0.0057
Si, 9.4809, 9.4408, 25.8151, 0.0009, -0.003, 0.0106
Si, 2.6355, -0.1303, 27.313, 0.0094, 0.0053, -0.0065
Si, 8.1406, -0.0649, 27.1643, 0.0123, 0.0075, 0.0032
Si, 0.0793, 2.6523, 27.2403, -0.0043, -0.0007, 0.0002
Si, 5.4509, 2.7232, 27.1311, -0.0033, -0.003, 0.0075
Si, 2.6652, 5.4163, 27.1284, 0.0055, 0.0103, 0.0092
Si, 8.188, 5.3744, 27.1648, 0.0035, 0.0019, 0.0086
Si, 0.0086, 8.1532, 27.1507, 0.0032, -0.0004, 0.0065
Si, 5.5109, 8.1427, 27.2064, -0.003, -0.0008, 0.0016
Si, 4.0867, 1.3301, 28.5222, 0.0154, 0.015, -0.0091
Si, 9.5454, 1.3139, 28.5372, -0.0058, -0.0148, -0.0098
Si, 1.3916, 4.0678, 28.5923, 0.0288, -0.0088, 0.0244
Si, 6.8033, 4.0614, 28.5532, -0.0024, -0.0018, 0.0046
Si, 4.0803, 6.777, 28.5146, -0.0054, -0.0215, -0.0168
Si, 9.5587, 6.7873, 28.5159, 0.0077, -0.0037, -0.0195
Si, 1.2913, 9.4822, 28.6476, -0.0278, -0.028, 0.0542
Si, 6.8271, 9.5395, 28.5853, 0.0051, -0.0015, 0.0214
Si, -0.0424, -0.0253, 29.968, 0.0007, -0.0195, -0.0081
Si, 5.4554, -0.0089, 29.9205, 0.0043, -0.0097, -0.0044
Si, 2.7805, 2.7176, 29.9366, -0.0073, 0.0336, 0.001
Si, 8.1906, 2.7067, 29.904, -0.0165, 0.0033, -0.0025
Si, -0.0156, 5.4401, 29.9195, -0.0056, 0.0001, -0.0047
Si, 5.4502, 5.4498, 29.9231, -0.0024, -0.0109, 0.0032
Si, 2.7347, 8.1416, 29.9331, -0.0187, 0.0227, -0.0109
Si, 8.2262, 8.1862, 29.9188, -0.0035, 0.0184, 0.0066
Si, 1.3661, 1.3801, 31.2806, 0.0048, -0.0049, -0.001
Si, 6.8263, 1.3708, 31.2887, 0.0104, 0.0022, -0.0005
Si, 4.1172, 4.0909, 31.3347, -0.0001, -0.0115, -0.0121
Si, 9.5492, 4.0867, 31.2865, 0.003, 0.0025, -0.0008
Si, 1.3561, 6.8097, 31.3026, 0.0071, -0.0031, -0.0017
Si, 6.832, 6.8431, 31.272, -0.003, 0.0021, -0.0005
Si, 4.0873, 9.5617, 31.2789, 0.0033, 0, 0.0006
Si, 9.553, 9.551, 31.3492, 0.0027, 0.0042, -0.0157
Si, 2.743, 0.02, 0.6947, -0.0113, -0.0021, 0.0012
Si, 8.2078, 0.0502, 0.7254, 0.0009, 0.0028, 0.0033
Si, 0.0135, 2.7575, 0.7156, 0.0022, 0.0074, 0.0099
Si, 5.5168, 2.7571, 0.754, 0.0032, 0.0163, -0.0026
Si, 2.717, 5.4634, 0.7325, -0.0064, -0.0023, 0.008
Si, 8.2074, 5.4981, 0.7004, 0.0036, 0.0032, 0.0117
Si, 0.0171, 8.1907, 0.7542, -0.0145, -0.0025, -0.001
Si, 5.4792, 8.2301, 0.7046, -0.0013, -0.0017, -0.0016
Si, 4.1072, 1.3954, 2.0763, -0.002, -0.0005, 0.0054
Si, 9.5833, 1.4275, 2.1061, 0.0011, 0.0044, 0.0032
Si, 1.3118, 4.1663, 2.1291, 0.0148, -0.0292, -0.0022
Si, 6.8996, 4.1433, 2.115, 0.0194, -0.012, 0.01
Si, 4.096, 6.8602, 2.0586, 0.0029, -0.0094, 0.0046
Si, 9.5974, 6.8061, 2.1273, -0.0089, -0.0076, -0.001
Si, 1.3759, 9.6213, 2.0777, 0.0201, -0.0037, 0.0044
Si, 6.8366, 9.6361, 2.0637, 0.0172, -0.0073, 0.0091
Si, 0.0312, 0.0594, 3.4674, 0.0141, 0.0279, 0.0265
Si, 5.5049, 0.0743, 3.4562, -0.0057, -0.0019, 0.0497
Si, 2.7167, 2.7792, 3.4101, -0.0404, 0.012, -0.0153
Si, 8.4193, 2.9555, 3.5145, -0.0166, 0.0171, 0.1064
Si, -0.1226, 5.3785, 3.6334, -0.1632, -0.1462, 0.1567
Si, 5.491, 5.535, 3.4319, 0.0099, 0.0211, 0.0006
Si, 2.7258, 8.2337, 3.4175, -0.0279, -0.0079, 0.0104
Si, 8.2436, 8.2849, 3.3844, 0.0231, 0.0137, -0.0213
Si, 1.3338, 1.5128, 4.8483, -0.0035, -0.0182, -0.0658
Si, 6.9577, 1.54, 4.7055, -0.0115, -0.01, -0.0221
Si, 4.0717, 4.1619, 4.757, -0.0089, 0.0089, 0.0167
B, 9.5768, 4.1018, 4.8132, 0.2225, 0.1259, -0.4656
Si, 1.3193, 6.94, 4.8375, 0.0063, 0.0145, 0.0024
Si, 6.9108, 6.9401, 4.7409, -0.041, -0.0227, -0.0172
Si, 4.1052, 9.5904, 4.7857, 0.0126, 0.0149, -0.0334
Si, 9.6234, 9.5923, 4.8233, -0.0038, -0.005, 0.0024
Si, 2.7499, 0.0764, 6.1127, -0.0001, -0.0021, 0.0135
Si, 8.298, 0.1398, 6.065, 0.0043, 0.0164, -0.0219
Si, -0.144, 2.9647, 6.11, 0.0346, -0.0615, 0.1208
Si, 5.5305, 2.8494, 6.073, 0.0123, -0.0084, -0.0295
Si, 2.7577, 5.6015, 6.1333, 0.0055, 0.0116, -0.0208
Si, 8.3973, 5.4477, 5.8184, -0.1083, 0.0711, 0.1286
Si, 0.0347, 8.3225, 6.3644, 0.0176, 0.0022, -0.0228
Si, 5.5406, 8.2996, 6.1867, -0.0036, -0.0064, 0.0198
Si, 4.4329, 1.1884, 7.3114, -0.023, 0.0019, 0.0268
Si, 9.8227, 1.2412, 7.5228, -0.0035, 0.0232, 0.09
Si, 1.1377, 4.5003, 7.4349, -0.055, -0.0374, 0.0146
Si, 6.6962, 4.5774, 7.1776, 0.0263, 0.0255, 0.0768
Si, 4.35, 6.7222, 7.4964, -0.0178, 0.02, 0.055
Si, 9.7153, 6.5922, 7.4351, -0.0034, -0.0378, 0.0646
Si, 1.2683, 9.9891, 7.6626, 0.0236, -0.0214, 0.0767
Si, 6.7344, 9.9738, 7.3775, 0.018, -0.021, 0.0366
O, 9.5867, 1.2421, 23.9894, 0.0041, 0.0017, 0.0147
O, 4.1056, 6.8042, 23.9505, -0.0019, 0.0031, 0.0129
O, 4.0072, 1.2379, 24.0409, 0.0004, 0.002, 0.0143
O, 9.5299, 6.6964, 23.9038, -0.0014, 0.0038, 0.014
O, -0.0153, 5.575, 8.0125, 0.0105, 0.0178, -0.0133
O, 5.5665, 0.1119, 7.8803, 0.0158, 0.0008, 0.0062
O, 0.0954, 0.1909, 8.0811, -0.0082, 0.0178, -0.0424
O, 5.5827, 5.6485, 7.823, 0.0411, -0.0293, -0.0446
O, 7.6163, 4.0496, 8.4318, -0.0387, 0.0429, -0.0855
O, 8.6894, 7.0395, 8.6921, 0.0369, -0.0386, -0.0847
O, 2.1699, 9.4851, 9.0155, -0.0503, 0.0272, -0.0666
O, 8.8905, 1.729, 8.8531, 0.0369, -0.0417, -0.0684
O, 7.6154, 9.488, 8.698, -0.0286, 0.0364, -0.0613
O, 3.6465, 1.7916, 8.6248, 0.0285, -0.0614, -0.0696
O, 3.611, 7.2496, 8.9138, 0.0144, -0.0352, -0.0673
O, 2.0092, 3.9275, 8.7415, -0.0543, 0.0508, -0.0645
O, 8.1447, 3.4852, 23.3657, 0.0248, -0.0246, 0.0429
O, 0.4388, 4.9214, 22.9642, -0.023, 0.0341, 0.045
O, 1.9006, 2.7322, 23.2448, 0.035, -0.0212, 0.0525
O, 5.8348, 4.9101, 23.1288, -0.0337, 0.0308, 0.0457
O, 5.518, 10.0004, 23.5037, -0.0206, 0.0216, 0.0388
O, 2.4459, 8.6886, 23.0311, 0.0302, -0.0304, 0.051
O, 0.1918, 10.0722, 23.0914, -0.0333, 0.0338, 0.0565
O, 7.7769, 8.5701, 23.0857, 0.0302, -0.0328, 0.0418
Si, 8.6616, 7.6979, 18.4445, 0.0008, -0.0012, 0.005
Si, 8.7818, 6.3408, 13.6217, 0.0013, -0.0021, 0.003
Si, 3.8037, 1.5366, 14.7055, 0.0068, -0.0041, 0.0092
Si, 2.1344, 5.7425, 17.624, 0.0076, 0.0032, 0.0029
Si, 2.4115, 3.1403, 19.4986, 0.0136, -0.0047, -0.0132
Si, 9.8082, 9.0024, 12.0448, 0.0061, 0.0086, 0.0336
Si, 1.3325, 9.4195, 22.0926, 0.0013, 0.0009, -0.0721
Si, 9.183, 0.9393, 13.1711, -0.0002, -0.0053, 0.0067
Si, 1.4248, 5.0521, 13.0181, -0.0077, 0.003, 0.0027
Si, 1.7967, 8.2504, 12.7796, -0.0126, 0.0024, 0.0339
Si, 6.6478, 9.5541, 22.4402, -0.0112, 0.0105, -0.0525
Si, 4.526, 4.5985, 15.6903, -0.0005, -0.0082, 0.011
Si, 8.208, 3.0512, 9.5338, -0.0024, 0.0157, 0.0984
Si, 0.8457, 8.243, 19.2689, -0.0023, -0.0124, -0.0199
Si, 6.9516, 1.3473, 21.0968, -0.0028, -0.0006, -0.0187
Si, 8.215, 8.2951, 9.622, -0.002, 0.0155, 0.1093
Si, 10.8865, 5.2045, 15.6018, -0.0014, -0.0006, 0.0137
Si, 7.5745, 9.4932, 16.3094, 0.0023, 0.003, 0.0072
Si, 9.9312, 2.0503, 20.2945, -0.0021, -0.0043, -0.0169
Si, 3.2124, 8.5321, 9.8714, 0.0288, 0.0048, 0.1068
Si, 6.6926, 3.3531, 17.4075, 0.001, -0.0031, -0.0045
Si, 1.1681, 0.203, 19.8082, -0.0037, 0.0051, -0.0063
Si, 3.2343, 2.8174, 12.2635, 0.0008, 0.0009, 0.0367
Si, 7.2189, 5.3948, 19.6928, -0.0043, 0.011, -0.0174
Si, 5.7472, 8.6647, 11.5135, -0.0072, 0.0099, 0.0396
Si, 5.7811, 6.0691, 13.1725, -0.0024, 0.0007, 0.0194
Si, 4.64, 9.7059, 17.6139, 0.0011, 0.0025, -0.0024
Si, 1.0161, 3.5916, 22.1875, -0.0033, -0.0155, -0.0674
Si, 4.8976, 1.4828, 18.8042, -0.0082, 0.0016, -0.0033
Si, 3.165, 3.0704, 9.4778, 0.0287, 0.0161, 0.1158
Si, 6.4602, 10.8067, 13.7724, 0.0032, 0.0064, 0.0151
Si, 10.3571, 0.1064, 15.9537, -0.0008, -0.0057, 0.0097
Si, 5.6423, 3.6674, 11.0978, -0.0049, 0.0161, 0.0407
Si, 9.8402, 3.8803, 11.8963, 0.0113, 0.0042, 0.0357
Si, 2.3519, 9.9192, 15.5203, -0.0001, 0.0082, 0.0125
Si, 6.079, 8.1282, 19.8031, 0.0043, -0.0101, -0.0161
Si, 6.9377, 3.9722, 22.391, 0.0083, -0.008, -0.0574
Si, 9.7535, 2.7715, 17.3559, -0.0054, -0.0026, -0.0097
O, 7.1902, 6.3656, 13.9572, -0.0041, 0.0005, 0.0006
O, 1.8851, 7.0529, 18.6792, -0.0055, 0.0105, -0.0011
O, 10.2911, 4.0315, 16.5204, 0.0012, 0.0028, -0.0025
O, 6.1753, 9.9603, 17.0503, -0.0028, 0.0007, 0.0005
O, 10.1585, 0.6709, 14.4448, -0.0088, 0.0067, -0.0142
O, 8.4491, 6.1174, 18.8672, -0.0049, -0.0058, -0.002
O, 5.1821, 0.6811, 14.4143, 0.0045, -0.0021, -0.0004
O, 5.7181, 2.0589, 17.5271, -0.0038, -0.0028, 0.0042
O, 8.3457, 1.9341, 20.5413, -0.0114, -0.0032, -0.0002
O, 1.9944, 4.2958, 18.4053, -0.0021, -0.0144, 0.0072
O, 6.9449, 2.819, 10.5814, 0.0332, -0.0026, -0.0276
O, 4.8679, 2.7089, 12.1744, 0.0099, 0.0079, -0.0123
O, 6.0247, 4.3953, 16.3441, -0.003, 0.0001, 0.0001
O, 4.5132, 3.9483, 9.9159, -0.0227, -0.0038, -0.0191
O, 10.6886, 2.767, 21.5497, 0.0193, 0.018, 0.0202
O, 9.716, 6.1566, 14.9672, -0.0089, 0.004, -0.009
O, 6.011, 6.4913, 19.8432, -0.0007, -0.0006, -0.0042
O, 4.0868, 0.1697, 18.2737, -0.0004, 0.0041, -0.0031
O, 9.2545, 10.5279, 12.249, 0.001, -0.0197, -0.0016
O, 2.8551, 4.3549, 12.7032, 0.0089, -0.011, 0.0022
O, 1.9132, 10.699, 21.2136, 0.0009, -0.0188, 0.0232
O, 3.9902, 2.7176, 19.3894, -0.0052, 0.0032, -0.0062
O, 0.7424, 10.0385, 15.9582, 0.0016, -0.0015, 0.0003
O, 1.2816, 9.7988, 18.8378, 0.0002, 0.0045, 0.0043
O, 1.7116, 1.6592, 19.2762, -0.0038, -0.003, -0.0046
O, 8.9496, 10.3785, 16.4887, 0.0016, 0.0017, -0.0026
O, 4.8802, 8.5848, 18.7855, 0.0073, -0.0054, 0.0052
O, 9.564, 8.7094, 10.4618, -0.0282, -0.0125, -0.0503
O, 6.7466, 4.0934, 18.8546, 0.0029, 0.0085, 0.0077
O, 2.8538, 1.719, 13.3814, -0.0019, 0.0131, -0.0165
O, 5.8289, 8.7773, 21.2649, 0.01, 0.021, 0.0353
O, 2.5147, 2.4602, 10.8578, 0.0005, 0.0045, -0.046
O, 7.6148, 4.8475, 21.1777, -0.0072, -0.0219, 0.0359
O, 5.2095, 7.4801, 12.5397, 0.0011, 0.0172, -0.0095
O, 0.424, 9.0519, 12.4778, -0.0061, -0.0004, 0.0028
O, 7.5954, 1.0405, 13.5679, 0.0047, 0.0024, 0.0029
O, 7.111, 9.6235, 14.7408, -0.0058, 0.0056, -0.0106
O, 8.9763, 4.996, 12.7163, 0.0064, -0.02, -0.0079
O, 8.094, 8.0326, 16.9154, 0.0031, -0.0038, 0.0051
O, 6.2184, 2.575, 21.9018, 0.001, 0.0196, 0.0103
O, 2.4551, 9.0666, 14.0857, -0.0026, -0.0158, -0.0194
O, 0.4202, 4.4826, 11.8678, -0.0098, -0.0066, -0.0022
O, 0.8184, 8.3156, 20.9386, 0.007, 0.016, 0.0355
O, 9.3803, 3.8293, 10.3518, -0.0302, -0.0142, -0.0446
O, 9.6714, 2.3612, 12.5204, 0.0021, 0.0215, -0.0047
O, 7.6256, 8.5651, 19.3957, -0.0108, 0.0024, -0.0025
O, 2.5486, 8.1698, 11.3348, 0.0288, 0.0067, -0.0629
O, 3.9888, 3.0519, 15.3606, -0.0024, -0.0046, -0.0018
O, 0.8439, 4.4971, 14.4406, 0.0086, 0.0008, -0.0133
O, 10.053, 2.9848, 18.9484, 0.0019, -0.008, 0.0159
O, 9.1466, 7.7792, 12.9284, 0.0049, 0.0194, -0.006
O, 10.5135, 0.5286, 20.0746, -0.0023, 0.0038, -0.0031
O, 6.0169, 5.0425, 11.9075, 0.0012, -0.031, -0.0205
O, 8.1509, 2.7482, 17.0108, 0.003, 0.0008, 0.0023
O, 3.5265, 5.4712, 16.7147, -0.0009, 0.0003, -0.0011
O, 4.6559, 9.1541, 10.3844, -0.0292, -0.0013, -0.0239
O, 1.5386, 6.6735, 13.1647, 0.0037, 0.0073, 0.0046
O, 4.7615, 5.4896, 14.3308, 0.0079, 0.0099, -0.014
O, 2.0391, 3.8507, 20.9259, -0.0212, 0.0063, 0.0355
O, 10.545, 1.4069, 16.9272, 0.0001, 0.0028, -0.0009
O, 0.9364, 6.0698, 16.5617, -0.0028, -0.0013, -0.0052
O, 7.338, 10.948, 21.9372, -0.0024, -0.0223, 0.0099
O, 5.9269, 0.9102, 19.9226, 0.0216, 0.0002, 0.0149
O, 6.0843, 10.0148, 12.3927, -0.0086, -0.0273, -0.0219
O, 2.8556, 0.5417, 15.5759, 0.0028, 0.0034, -0.0014
O, 7.0433, 7.9998, 10.7466, 0.0386, -0.0013, -0.0319
O, 10.2475, 8.0144, 18.6937, 0.0093, 0.0034, -0.0029
O, 3.4572, 9.1992, 16.5603, -0.0017, 0.0002, -0.0002

Results
free energy: -137022.754 eV
free energy less fixed offsets of B -154.04, O -568.88, Si -635.61 eV per atom: 4.376 eV

The program warned: the cutoff lies below the one the program advises for these potential files; the exchange-correlation potential is rough where the density is thin.
